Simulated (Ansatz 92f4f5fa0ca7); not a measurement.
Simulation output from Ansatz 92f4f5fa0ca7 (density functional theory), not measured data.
Periodic cell of 140 atoms, Si84O56, from a study of silicon, its oxide and their interface. The atomic structure is a simulated model.

Settings
functional: r2SCAN
potential files: Ansatz norm-conserving
basis: plane waves
wave-function cutoff: 1300 eV
density cutoff ratio: 4
exchange-correlation grid ratio: 1
k mesh: 2 x 2 x 1, shifted by 0.5 0.5 0.5 of a step
self-consistency stop: 5e-08 eV per atom in the density residual
occupations: Fermi-Dirac, 0.05 eV
spin: none
net charge: 0

Cell vectors (angstrom)
a, 10.9364, -0.1063, 0.0739
b, -0.1063, 11.0141, 0.0364
c, 0.1409, 0.0695, 20.85

Atoms and the computed forces on them: element, x, y, z (angstrom), force x, y, z (eV/angstrom)
Si, -0.6814, 0.519, 0.3373, -0.8283, 0.7209, -1.8685
Si, 2.4454, 2.907, 0.5227, 1.0027, -1.2497, -1.113
Si, 0.383, 4.9757, -0.3153, -4.6126, 0.9073, -0.9305
Si, 2.797, 7.9477, -0.0204, -0.1302, 1.6057, -1.5193
Si, 5.7201, -0.5848, 0.0578, -1.0242, 2.4627, -0.5524
Si, 8.0131, 2.5369, 0.5364, -1.8156, 0.3829, -1.5783
Si, 5.6009, 4.8672, -0.2629, -0.1153, -1.1738, 0.346
Si, 7.8136, 8.2407, -0.0372, 3.2759, 1.8426, -0.2954
Si, 0.9215, 1.5141, 1.7614, 0.6502, 0.6104, -0.0189
Si, 4.066, 4.5119, 1.7117, -0.3359, -1.7988, -3.0857
Si, 0.8082, 6.7728, 1.304, 3.2767, -1.0928, -1.7559
Si, 3.881, 9.5705, 1.434, -0.8595, -0.1808, -1.8771
Si, 6.3939, 1.322, 1.5375, 1.5739, -1.7601, -0.124
Si, 9.4163, 4.1071, 1.3124, 2.7002, -0.7393, 0.1196
Si, 6.804, 6.4975, 0.9508, -0.734, 0.3123, 1.3748
Si, 9.2204, 9.5099, 1.4316, -0.202, 0.0971, -0.5226
Si, -0.4172, 3.0362, 3.0623, 2.265, 0.2077, -1.0396
Si, 2.6177, -0.1454, 2.6989, -0.4293, 1.6915, 1.1032
Si, -0.0921, 8.4159, 2.5489, -1.5085, 0.1001, 1.059
Si, 2.4128, 5.6193, 2.7408, -0.7686, -0.0731, 1.5048
Si, 5.3363, 2.9766, 2.7421, 1.5932, -0.6583, 1.9757
Si, 8.1424, -0.0645, 2.6876, -0.8527, 1.0752, 1.95
Si, 5.2294, 8.2092, 2.5386, 2.3979, -1.1526, 0.9746
Si, 8.3894, 5.5644, 2.6396, -1.7725, 0.5096, -0.6722
Si, 1.339, 3.9959, 4.4001, -0.4312, 1.1591, -1.0501
Si, 4.3846, 1.2796, 4.035, -3.1873, 1.4643, -1.17
Si, 1.055, 9.5831, 4.168, 2.3199, 0.2728, 0.0993
Si, 4.0656, 6.8342, 3.9891, 0.1148, -1.0674, 0.3448
Si, 7.3139, 4.1925, 4.1749, -1.2911, -2.141, -0.4852
Si, 9.6008, 1.287, 4.283, -0.9914, -1.7231, 0.0679
Si, 6.8044, 9.5099, 4.0682, -0.5165, -0.1055, -0.4753
Si, 9.5629, 6.779, 4.1256, -0.2141, 2.5348, -1.5927
Si, 0.0488, 0.1008, 5.6529, 0.1057, -1.2039, -0.306
Si, 2.9495, 2.5212, 5.5554, 0.0324, 1.0429, -0.0491
Si, -0.2861, 5.5957, 5.421, 2.882, -1.9821, 1.5185
Si, 2.6137, 8.024, 5.3276, -0.9334, 1.9636, 1.2725
Si, 5.4237, -0.1657, 5.2627, 1.7154, -1.4553, 2.7647
Si, 8.3705, 2.5089, 5.7277, -1.9768, 0.601, 0.0059
Si, 5.7184, 5.2698, 5.3988, -1.0149, 2.0446, -0.68
Si, 8.2361, 8.2132, 5.436, -0.5808, -0.2865, -0.1412
Si, 1.6894, 1.2063, 7.0522, -0.6102, 0.5366, -0.248
Si, 4.0864, 4.4141, 6.7125, -0.5192, -2.3852, 1.7892
Si, 1.1396, 6.891, 6.8475, 0.6619, 0.2803, 0.0491
Si, 4.011, 9.4742, 6.8802, -1.4031, 0.8196, -2.3942
Si, 6.7443, 1.1528, 6.9446, 1.0868, -0.7548, -2.2492
Si, 9.5744, 4.0728, 6.9571, 0.5911, 0.0668, 0.4119
Si, 6.7158, 6.959, 6.6635, 0.4162, -0.9455, 1.1995
Si, 9.6358, 9.2698, 6.9399, 0.6115, 2.1491, 1.6209
Si, 0.4963, 2.9874, 8.1462, -3.2249, -0.8561, 0.3056
Si, 3.1411, -0.0443, 8.383, -0.7871, -0.8389, 0.3301
Si, 0.1642, 8.2124, 8.6065, -1.8946, -0.635, -1.3837
Si, 2.6483, 5.8151, 8.3558, -1.0004, -1.7364, -2.6441
Si, 5.6399, 2.548, 8.2868, -0.8309, 2.7412, -1.7069
Si, 8.4355, -0.012, 8.197, -2.102, -0.8593, -1.3861
Si, 5.2084, 8.0863, 8.1208, 2.0761, 0.3272, 0.0892
Si, 8.1194, 5.5332, 8.1782, 0.4241, -0.7475, 1.3838
Si, 0.9804, 4.6916, 9.5384, 1.9095, 0.5866, 3.5925
Si, 4.5747, 1.2988, 9.6931, -2.2327, -0.2643, 1.8066
Si, 1.9054, 9.237, 9.6727, 1.4228, -1.0118, 0.8677
Si, 4.1033, 6.7972, 9.6743, 0.4209, 1.32, 2.8903
Si, 7.2905, 3.4766, 9.5294, -0.1228, 2.7332, 1.1511
Si, 9.2894, 1.7529, 9.4932, 2.4665, -2.1782, -0.3391
Si, 6.3837, 9.8873, 9.2174, 0.7524, 1.4509, 0.8791
Si, 9.4754, 6.584, 10.1512, 0.4859, -0.9, -3.0885
Si, -7.2761, 0.1099, 14.4266, -0.6744, -0.3571, -1.6596
Si, 5.1931, 0.8623, 16.661, -1.2508, -0.3438, -0.889
Si, -1.7408, 10.4417, 13.753, -2.5784, -0.8771, -1.0345
Si, 7.4217, 6.0546, 16.7649, -2.6657, 0.7496, -1.2691
Si, 5.758, 8.8556, 14.0306, -0.537, -3.3695, 0.9242
Si, 7.7981, 1.6676, 15.2652, -0.2019, -0.1494, 1.8535
Si, 9.9655, 3.3308, 15.4463, 2.2037, -0.2831, -1.5049
Si, 9.9661, 8.3104, 18.1352, -0.4593, 0.9068, -1.4927
Si, 7.4801, 19.3976, 11.7892, -3.7822, -1.9543, 1.9974
Si, 4.3769, -2.1086, 16.374, -1.9812, -0.4571, -1.6554
Si, 3.8267, 11.9854, 19.1053, -0.1609, -1.7891, 3.2894
Si, 5.8268, 5.0275, 11.8966, 1.4294, 0.0346, -0.5112
Si, 7.3593, 4.3418, 14.4662, 1.585, 3.3959, -0.5935
Si, 4.9168, 6.9387, 18.5843, -0.6234, -1.3385, 2.1527
Si, 9.9812, 5.3251, 17.553, 1.9815, 0.8346, 2.4662
Si, 0.0743, 0.1141, 11.2619, 3.958, -0.2258, 2.3944
Si, -7.6825, 3.4892, 11.7457, 0.0768, 3.179, -1.12
Si, 1.2219, 10.1003, 19.0923, 3.4084, -0.8435, -1.9737
Si, 8.5259, -2.4447, 15.6917, -2.2711, -0.2073, 0.3754
Si, 1.355, 1.9247, 13.3497, 0.1718, -0.3596, 0.168
O, 0.3031, -0.0876, -0.8359, -0.1504, 0.5352, -0.3787
O, 8.1145, 6.8769, -5.3227, -1.9573, -0.4158, 1.8222
O, 1.6003, 3.9691, -0.5001, 0.5369, -0.3818, 0.0488
O, 3.1773, 1.6838, -0.4782, -0.0554, 1.5209, 0.1763
O, -0.6776, 5.2524, -1.7399, 2.6926, -0.6464, 1.0444
O, 2.3691, 2.9827, -7.6569, -0.8483, -0.2056, -0.1085
O, -2.1053, 13.2281, -4.7659, 0.0009, 0.3249, -0.0309
O, 4.2853, 7.6569, -0.8659, -0.7148, -0.3387, 0.2194
O, 10.9709, 2.59, -6.4332, 1.2568, -1.9311, -1.0176
O, 0.3624, -1.6746, -3.0486, -1.9382, -0.0851, 0.484
O, 6.8193, 3.6036, -0.1558, -1.5356, 1.4701, -1.1261
O, 8.9135, 1.5941, -0.452, 2.5109, -1.9883, 1.3552
O, 4.5621, 5.2753, -1.608, 1.7314, 0.1749, 0.7559
O, 3.878, 7.629, -3.3461, -0.6123, 0.292, -0.6424
O, 6.6884, 9.359, -0.4373, 0.8936, -0.6817, -0.3844
O, 6.3227, 6.6827, -2.7379, 0.8418, 0.2001, -2.8684
O, -2.5808, 7.0946, 11.2242, 0.8402, 1.2431, 0.124
O, -0.3474, 5.48, 10.3598, 0.9278, -0.595, -0.591
O, 3.7118, 2.1051, 10.9708, 1.7626, -1.7414, -1.6989
O, 5.7017, 0.163, 10.0032, -0.0845, -0.7938, -0.1002
O, 1.0498, 9.8996, 10.8906, -0.9361, 1.4886, 0.6375
O, 2.9336, 7.8763, 10.2853, -0.6298, 1.8183, -0.7582
O, 5.0376, 6.0825, 10.8729, -0.2533, 0.9334, -1.3302
O, 6.8738, 4.1524, 10.9466, -2.8302, 2.356, 1.4147
O, 8.306, 2.5699, 10.5193, 1.799, -1.7052, -2.0946
O, 9.9163, 0.2399, 10.2286, -0.2349, 1.662, 0.1619
O, 6.7928, 4.7409, 15.9376, -0.4659, 2.2774, 0.2633
O, 6.8307, 9.1475, 10.5811, 1.2449, -1.3189, 0.9192
O, 4.2718, 12.3123, 15.2012, 1.5376, -1.5106, 2.1035
O, 6.0864, 7.6877, 12.8033, 2.5378, 4.6022, 0.0267
O, 2.2718, 4.3857, 10.733, -0.1111, -1.4992, 0.9718
O, -2.4659, 0.7437, 14.1825, 0.2375, -1.6503, -1.01
O, -1.2381, -1.4585, 14.9856, 1.1122, -0.2941, -0.8387
O, 9.0754, 4.388, 14.6273, -1.7695, 0.4392, -0.6706
O, -9.9699, 1.6025, 11.6767, -1.8376, -0.5693, 0.662
O, -4.1826, 5.4331, 13.2086, -0.0338, -1.7568, -0.3364
O, 10.4883, -0.4912, 12.7957, 1.0341, 0.9834, -0.5711
O, 4.8405, -0.9331, 13.6704, 0.0427, 1.4648, -0.4
O, 4.8347, 7.9894, 15.1847, 1.016, 1.1079, -0.6498
O, 3.2523, -1.0406, 15.6167, -0.5004, -2.5005, 1.6438
O, 8.4763, 8.9076, 17.292, 2.7474, -0.9219, 2.4146
O, 8.2276, 9.3836, 12.7924, 0.8952, 0.6154, 0.266
O, 10.1808, 6.9272, 17.1452, 1.3962, 0.7011, 1.9726
O, 4.5824, 4.2255, 12.4513, -2.3004, -1.8809, -0.7402
O, -4.3236, 12.5379, 16.4401, -0.801, -1.5688, -0.4152
O, 13.1047, 11.42, 13.8306, -0.0595, 1.0644, 0.7544
O, 8.4982, -5.7033, 17.6712, 1.6444, -1.7076, 1.1566
O, 2.6902, 10.9503, 18.5805, -2.7324, -1.26, 1.2979
O, 7.1783, 2.8105, 14.355, -1.4222, -2.1403, -1.3441
O, 10.6952, 4.1755, 16.6175, -0.3806, 1.3437, 1.1284
O, -3.7679, -1.7032, 14.9481, -0.9335, 0.26, -0.9752
O, 1.9371, 8.7218, 19.6151, 0.7352, -0.4716, 2.4049
O, 4.2506, 1.7421, 17.752, 2.6459, 0.1967, -2.8571
O, 9.7228, 8.2869, 19.7708, -2.7766, -0.6041, -0.8846
O, 5.1695, -0.9507, 17.0925, 1.9416, 4.5949, -0.0725
O, 5.49, 0.3273, 19.5234, -2.6644, 0.2777, 0.2477

Results
free energy: -35852.458 eV
free energy less fixed offsets of O -463.61, Si -117.95 eV per atom: 17.502 eV
pressure: -4.24 GPa
stress xx, yy, zz, yz, xz, xy (GPa, positive in tension): 5.28, 3.67, 3.78, 0.88, 0.79, -3.39
